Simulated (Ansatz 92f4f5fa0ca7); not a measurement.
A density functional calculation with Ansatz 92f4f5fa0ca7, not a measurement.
Periodic cell of 171 atoms, Si99O72, from a study of silicon, its oxide and their interface. The atomic structure is a simulated model.

Settings
functional: r2SCAN
potential files: Ansatz norm-conserving
basis: plane waves
wave-function cutoff: 1300 eV
density cutoff ratio: 4
exchange-correlation grid ratio: 1
k mesh: 2 x 2 x 1, shifted by 0.5 0.5 0.5 of a step
self-consistency stop: 5e-08 eV per atom in the density residual
occupations: Fermi-Dirac, 0.05 eV
spin: none
net charge: 0

Cell vectors (angstrom)
a  11.5403  0  0
b  0  11.5403  0
c  -3.3129  6.711  23.6817

Atoms: element, x, y, z (angstrom)
Si  -0.1213  -1.2632  -0.2179
Si  -0.3384  4.1728  -0.0315
Si  -0.2424  7.2277  0.4196
Si  3.6776  -1.0662  -0.0354
Si  3.6603  4.4351  0.1664
Si  3.6032  7.4478  0.561
Si  7.5082  -1.003  -0.3138
Si  7.7925  4.6231  -0.2095
Si  7.4032  7.5353  0.4548
Si  1.7076  -0.4918  1.1534
Si  1.6693  3.7058  1.2536
Si  1.6449  7.3611  1.7466
Si  5.6224  -0.3865  1.1277
Si  5.7369  3.8036  1.1392
Si  5.5418  7.472  1.78
Si  9.437  -0.4467  1.0101
Si  9.3872  3.8324  1.4074
Si  9.3669  7.4103  1.6702
Si  1.6829  1.6178  2.428
Si  1.6569  5.3979  2.9123
Si  1.6734  9.385  2.8336
Si  5.5853  1.7276  2.3942
Si  5.6005  5.4361  2.8575
Si  5.571  9.4927  2.8248
Si  9.3559  1.6422  2.4
Si  9.3602  5.5253  2.9791
Si  9.3819  9.4376  2.7591
Si  -0.2664  1.6365  3.8198
Si  -0.2424  5.506  4.2691
Si  -0.2655  9.4077  4.159
Si  3.6325  1.6979  3.8228
Si  3.6411  5.4401  4.1773
Si  3.6334  9.3685  4.1458
Si  7.4572  1.6825  3.8727
Si  7.4422  5.4996  4.2928
Si  7.4721  9.4294  4.1668
Si  -0.322  -0.1523  5.3739
Si  -0.2749  3.4504  5.3583
Si  -0.208  7.4906  5.5223
Si  3.627  -0.1579  5.2974
Si  3.5807  3.4852  5.453
Si  3.6787  7.404  5.5057
Si  7.4407  -0.1328  5.3966
Si  7.5188  3.4847  5.4783
Si  7.3405  7.4922  5.5204
Si  1.6775  11.3435  6.5821
Si  1.561  3.4897  6.7919
Si  1.7704  7.3946  6.8533
Si  5.4978  11.3246  6.7316
Si  5.5523  3.5274  6.7865
Si  5.4952  7.411  7.0202
Si  9.3161  11.4558  6.829
Si  9.48  3.473  6.8677
Si  9.3101  7.5167  6.7346
Si  1.5859  1.5273  8.0898
Si  1.6395  5.4101  8.2282
Si  1.7375  9.4745  7.9475
Si  5.4791  1.6441  8.1227
Si  5.5633  5.3217  8.3652
Si  5.4337  9.4855  8.2774
Si  9.38  1.69  8.4772
Si  9.4871  5.5677  7.941
Si  9.2053  9.4443  8.0482
Si  -0.1262  0.7988  9.5872
Si  -0.3195  6.2074  9.4697
Si  -0.277  9.3416  9.0712
Si  3.5056  1.6413  9.385
Si  3.4885  4.8551  9.585
Si  3.4479  10.0041  9.5232
Si  7.2515  1.49  9.6791
Si  7.7915  5.394  9.4649
Si  7.387  9.904  9.5997
Si  5.3177  6.4885  13.3715
Si  6.7434  2.3372  12.6869
Si  3.8674  7.4743  11.1796
Si  1.1624  10.3423  21.1372
Si  8.5555  4.1886  14.1671
Si  3.6996  9.8114  20.1058
Si  9.5926  10.7877  16.4443
Si  1.3583  8.3125  19.1578
Si  2.4572  3.8532  19.4338
Si  4.8062  5.694  20.3212
Si  1.6067  2.7815  14.6973
Si  6.4222  5.5162  15.8314
Si  -2.4317  1.2355  14.0851
Si  0.7523  12.4249  16.8582
Si  6.7983  7.6106  11.0908
Si  2.4436  12.2296  19.2895
Si  10.2098  8.3376  17.7448
Si  7.7286  5.6387  20.4414
Si  -0.2001  2.0439  12.3247
Si  4.6707  3.6745  14.2475
Si  0.7318  5.8409  20.642
Si  7.923  9.8784  18.6151
Si  6.3422  10.2697  21.192
Si  0.4615  3.7523  17.1887
Si  9.9232  5.5034  18.61
Si  6.4355  7.2742  18.5046
Si  -1.7596  4.6394  11.6621
O  8.6436  4.8065  19.3575
O  9.6093  6.8276  17.7118
O  1.6959  6.869  19.8198
O  -0.7644  3.1813  -1.3397
O  -0.2498  5.8035  -0.4903
O  -0.4706  11.3779  16.7953
O  7.4369  -2.6629  -0.5246
O  -0.6707  5.8826  19.8574
O  9.8511  9.1611  16.3631
O  3.6241  6.0429  -0.3324
O  5.4694  4.1761  15.6177
O  2.8482  8.9786  18.9499
O  7.5417  -0.4779  -1.9199
O  7.5249  7.0742  19.6997
O  7.2591  6.1732  -0.4574
O  9.5462  5.0926  13.2321
O  0.4963  9.225  20.1853
O  -2.3384  2.7706  14.7261
O  1.295  11.7777  20.3647
O  -0.2252  7.8417  9.8304
O  7.4675  11.4585  10.1002
O  6.6865  2.2194  11.0752
O  11.8523  8.2189  17.9017
O  3.4989  0.0581  10.1218
O  4.139  7.4653  12.8057
O  3.2083  6.04  10.7459
O  3.4568  3.2278  10.1277
O  0.9808  2.719  13.2099
O  0.1624  2.2099  17.5824
O  -1.0876  0.9922  13.1994
O  0.4542  1.3789  11.022
O  8.4321  4.5422  10.7394
O  7.8534  6.9366  10.0779
O  5.3063  2.3683  13.4747
O  7.9398  5.0871  15.3728
O  5.3368  11.2591  22.0216
O  7.2622  10.6573  19.8896
O  -0.2845  -0.821  10.0232
O  6.6804  6.8363  12.5215
O  3.1283  8.8515  10.7171
O  5.7515  6.7057  14.9226
O  -1.2532  3.1175  11.7567
O  5.316  7.5028  10.4155
O  -0.1905  8.6217  -0.4929
O  0.4891  6.3411  22.153
O  3.159  3.2368  14.6227
O  8.3481  5.9631  21.9029
O  -2.471  11.5457  15.1224
O  6.7948  8.8009  18.0159
O  3.7985  11.35  19.5339
O  1.7727  4.2622  18.0057
O  5.0028  6.8984  19.2165
O  6.254  4.9604  20.5852
O  -0.8989  4.5125  17.5662
O  6.5492  6.1606  17.3054
O  2.7114  9.8386  21.4301
O  2.7311  13.802  19.4872
O  -0.6144  5.5468  10.9583
O  1.9528  11.8577  17.7832
O  0.8003  3.8827  15.6038
O  7.3702  3.7639  13.147
O  -3.8234  1.1564  13.2461
O  9.3617  9.1222  18.9238
O  3.6003  8.8285  -0.3707
O  7.2892  9.1612  11.0932
O  1.3999  12.8586  15.4175
O  0.2075  10.3635  22.4094
O  8.3663  11.0083  17.5155
O  3.873  4.5829  19.6114
O  5.1822  9.2668  20.5248
O  4.7346  4.9598  13.2358
O  1.4289  4.3658  20.5923

Results
free energy: -45072.006 eV
free energy less fixed offsets of O -463.61, Si -117.95 eV per atom: -15.036 eV
pressure: -1.94 GPa
stress xx, yy, zz, yz, xz, xy (GPa, positive in tension): 1.16, 2.97, 1.69, -0.01, -0.41, 0.42

Forces (eV/angstrom), in the order of the atoms: element, x, y, z
Si  0.1472  -0.1406  -0.5965
Si  0.1599  0.1639  -0.3006
Si  0.0967  -0.1086  -0.9995
Si  0.0014  -0.2394  -0.6309
Si  -0.2038  0.177  -0.7169
Si  0.0317  -0.0849  -1.1697
Si  -0.1272  -0.3479  -0.8362
Si  -0.132  0.2892  -0.4465
Si  -0.0706  0.0545  -0.8938
Si  0.0089  -0.0436  -0.0468
Si  -0.1001  0.1706  -0.2445
Si  -0.1354  0.0082  -0.1724
Si  0.0394  0.0116  -0.0633
Si  -0.0519  0.1846  -0.4141
Si  0.0918  0.0909  -0.0127
Si  0.0615  -0.0815  -0.0702
Si  0.0439  0.0257  -0.4215
Si  -0.0731  -0.0436  -0.1569
Si  -0.0166  -0.1093  -0.1228
Si  -0.0414  -0.1586  0.31
Si  -0.025  0.1747  0.3675
Si  -0.0603  -0.0468  -0.1823
Si  0.1848  -0.2466  0.2527
Si  0.0175  0.1681  0.3467
Si  -0.0074  -0.1286  -0.1766
Si  -0.0273  0.0713  0.3365
Si  0.0139  0.0543  0.2368
Si  0.0366  -0.0049  -0.0454
Si  -0.0128  -0.0773  -0.081
Si  0.087  0.1526  -0.2056
Si  0.024  -0.0763  0.0213
Si  -0.0446  -0.1179  0.0268
Si  0.0467  0.1693  -0.0256
Si  0.0524  -0.0575  0.018
Si  -0.0996  -0.0689  -0.0451
Si  -0.0737  0.0776  -0.09
Si  -0.0382  0.0556  0.0772
Si  0.0441  0.0326  0.0464
Si  -0.0644  -0.0285  0.1365
Si  -0.0163  -0.0909  0.0345
Si  0.0424  0.0713  0.0645
Si  -0.0944  -0.0578  -0.156
Si  0.0648  -0.0212  0.1024
Si  -0.0741  0.0585  0.0441
Si  0.2028  -0.1095  -0.0256
Si  0.1376  0.0182  -0.3689
Si  0.0281  0.0505  0.0029
Si  0.1291  -0.0846  0.025
Si  -0.0229  -0.2135  0.0554
Si  -0.0272  0.0601  0.0543
Si  0.1023  0.01  0.435
Si  -0.1082  0.0673  -0.0693
Si  -0.0218  -0.1008  0.0391
Si  -0.1993  0.1491  -0.1775
Si  -0.1185  -0.0045  0.29
Si  -0.3001  0.1597  -0.0349
Si  0.0952  0.0852  0.1766
Si  0.0948  0.0721  0.4273
Si  0.0401  -0.2314  0.0802
Si  0.1129  0.2634  -0.0448
Si  0.0772  -0.1819  0.3285
Si  0.2417  -0.097  0.2018
Si  -0.1158  0.0631  0.3847
Si  0.0113  -0.1207  0.6229
Si  0.1381  0.1654  0.4608
Si  -0.0997  -0.0997  0.6608
Si  0.0162  0.0073  0.1387
Si  0.0827  -0.3497  0.3324
Si  -0.2574  0.1717  0.389
Si  -0.184  -0.2207  0.2532
Si  0.1876  0.4212  0.2819
Si  0.1208  0.1864  0.2393
Si  -0.0613  -0.2136  0.5992
Si  0.0594  -0.0766  0.4126
Si  -0.1676  0.1007  0.163
Si  -0.1652  0.0353  -0.383
Si  0.0305  0.0136  0.4356
Si  0.0442  -0.0249  -0.4374
Si  -0.0324  0.073  -0.1461
Si  -0.0439  -0.0251  -0.1567
Si  -0.0116  -0.1173  -0.1604
Si  -0.0508  -0.1649  -0.3835
Si  0.0956  0.0877  0.186
Si  0.1596  0.0082  0.2767
Si  0.0208  -0.0222  0.1722
Si  0.0054  -0.0881  0.0929
Si  0.2621  0.2092  0.3135
Si  0.0912  0.1743  -0.1022
Si  0.0308  -0.1418  -0.1342
Si  -0.1221  -0.0369  -0.3844
Si  0.034  -0.049  0.4276
Si  -0.0926  -0.1372  0.2966
Si  0.1411  -0.0455  -0.3737
Si  -0.0512  -0.0039  -0.0773
Si  -0.1021  -0.1655  -0.311
Si  -0.0684  0.0935  0.0204
Si  -0.0731  -0.0915  -0.2335
Si  -0.0344  0.0617  -0.2339
Si  0.07  0.1026  0.2575
O  -0.0049  0.3917  0.2334
O  0.1338  0.0264  0.2482
O  -0.2157  -0.0583  0.1657
O  0.1579  0.4709  0.3269
O  -0.0583  -0.203  0.6207
O  -0.0626  0.0773  -0.05
O  0.0156  0.3167  0.5829
O  0.1122  -0.0032  0.0404
O  0.0227  0.1979  0.3573
O  0.054  -0.3536  0.7473
O  0.0166  0.1482  -0.4155
O  -0.0741  0.1035  0.3885
O  0.0053  -0.1949  0.7686
O  -0.1049  -0.2548  0.1191
O  0.3422  -0.4059  0.4013
O  -0.0622  -0.2793  -0.4974
O  0.351  0.0328  -0.0239
O  -0.1106  -0.0434  -0.3614
O  0.1867  -0.4043  0.1017
O  0.0166  -0.2197  -0.5413
O  -0.107  -0.0661  -0.3158
O  0.2047  -0.1922  -0.5088
O  -0.1805  0.0768  0.2277
O  -0.0345  0.0637  -0.4905
O  0.107  -0.0774  -0.724
O  0.2858  -0.0283  -0.0649
O  0.0339  -0.0147  -0.5619
O  -0.2262  -0.1588  -0.0702
O  0.2237  0.0148  -0.2445
O  0.0586  0.3344  -0.1572
O  -0.2018  -0.0621  -0.3587
O  -0.1492  0.185  -0.3561
O  -0.4063  -0.343  0.0712
O  0.2136  0.2369  -0.2153
O  -0.2324  -0.1226  -0.2922
O  -0.3809  -0.2093  0.4609
O  -0.1763  -0.259  0.3056
O  0.1309  0.417  -0.7169
O  -0.1875  0.1617  -0.5136
O  0.3661  0.071  -0.1048
O  -0.028  -0.3561  -0.4203
O  -0.0495  0.0391  -0.068
O  0.073  0.0031  0.3614
O  -0.0508  0.4271  0.4808
O  -0.0459  -0.2969  0.3531
O  -0.0106  -0.017  -0.0618
O  -0.1691  -0.221  0.4905
O  0.127  0.1069  0.048
O  0.1557  -0.0593  0.278
O  -0.2571  -0.3081  0.2733
O  -0.0904  -0.1545  0.1859
O  0.2392  -0.1117  0.2837
O  0.0492  0.3609  0.0444
O  0.1385  0.0999  0.174
O  -0.0403  0.1566  0.1042
O  -0.0109  0.1268  -0.1306
O  -0.2075  0.0147  -0.0431
O  -0.193  0.0132  -0.3043
O  -0.1872  0.1484  0.1423
O  0.0589  -0.3661  0.0226
O  0.0117  -0.1253  -0.06
O  0.0743  0.2735  -0.0795
O  -0.1401  0.0296  -0.2575
O  0.0415  0.4094  0.6052
O  -0.2146  -0.4122  -0.3852
O  -0.1676  0.2539  0.1097
O  0.3106  0.2038  0.314
O  0.1822  -0.344  0.0609
O  -0.0177  0.2395  0.3092
O  0.1053  0.3266  0.2445
O  0.2235  0.2979  -0.0042
O  -0.0186  0.284  -0.0448

The program warned: the forces do not sum to zero within the program's tolerance.
